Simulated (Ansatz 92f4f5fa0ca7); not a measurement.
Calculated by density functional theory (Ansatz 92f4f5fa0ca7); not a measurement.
Periodic cell of 217 atoms, Si128O89, from a study of silicon, its oxide and their interface. The atomic structure is a simulated model.
This geometry differs little from another in the collection (a relaxation step or a small displacement).

Settings: functional r2SCAN; potential files Ansatz PAW; basis plane waves; wave-function cutoff 800 eV; density cutoff ratio 5; exchange-correlation grid ratio 1; k mesh 1 x 1 x 1, shifted by 0.5 0.5 0 of a step; self-consistency stop 1e-10 eV per atom in the density residual; occupations fixed; spin none; net charge 0.

Cell vectors (angstrom)
a 10.88 0 0
b 0 10.88 0
c 2.3905 2.7249 31.7158

Atoms and the computed forces on them: element, x, y, z (angstrom), force x, y, z (eV/angstrom)
Si 3.5038 2.6553 -2.0954 -0.0243 0.0073 0.1435
Si 6.9295 5.8642 -1.9428 0.0051 -0.0126 0.0955
Si 4.2163 7.3689 -2.3029 -0.0046 -0.012 0.1475
Si 7.4471 -0.4627 -1.8722 0.0036 -0.0186 0.1293
Si -1.2737 1.4949 -2.4563 0.028 0.0159 0.1489
Si 1.892 5.2192 -2.0628 0.0094 -0.0174 0.1196
Si 2.4027 4.6318 -8.8106 0.0241 0.0108 0.2396
Si 1.5135 0.2021 -1.9771 -0.0138 0.0229 0.128
Si 4.5199 3.1956 0.0173 0.0003 0.0003 -0.0062
Si 6.2919 4.8974 0.1048 0.0036 -0.009 -0.009
Si 4.5225 -2.1988 0.3349 0.0097 0.0029 0.0392
Si 6.2963 -0.5539 0.175 -0.0028 0.0003 -0.003
Si -0.8372 3.2529 -0.0229 0.0064 0.0058 0.0446
Si 0.9104 5.0072 0.0777 -0.0007 0.0028 -0.0019
Si 10.0019 8.6816 0.3222 -0.003 -0.0024 -0.0008
Si 0.8889 -0.4958 0.1816 0.0024 0.0009 -0.0045
Si 2.7174 4.0808 1.3381 -0.0008 0.0015 -0.0026
Si 5.4629 6.764 1.3813 -0.0019 0.0064 -0.0072
Si 2.6966 -1.3037 1.5027 0.0036 -0.002 0
Si 5.4284 1.371 1.2749 0.0017 0.0011 -0.0013
Si 8.1863 4.0696 1.2778 0.006 -0.0011 -0.0047
Si 9.4646 5.4849 2.714 0.0015 -0.0003 -0.0019
Si 8.1308 9.5349 1.4795 0.0023 0.0001 -0.0038
Si -0.0095 1.3973 1.3026 -0.0019 0.0053 -0.0045
Si 1.4183 2.663 2.7174 -0.0015 0.0003 -0.0028
Si 4.0162 5.4876 2.7162 0.001 -0.0027 -0.0023
Si 1.4257 8.0883 2.7779 -0.0007 0.0015 -0.0012
Si 4.0433 0.123 2.7734 -0.0007 0.0003 -0.0021
Si 6.8698 2.6548 2.647 -0.0013 0.0013 -0.0011
Si 10.9164 6.7961 1.385 0.0003 0.0014 -0.0009
Si 6.8569 8.069 2.7969 0.0012 0.0006 -0.0031
Si 9.4594 0.1189 2.7273 0.0013 -0.0006 0.0005
Si 2.7172 1.3922 4.1878 -0.0004 -0.0003 0.0005
Si 5.454 4.0686 3.9543 0 0.0003 0.0005
Si 2.7388 6.7867 4.1579 0.0003 -0.0002 -0.0006
Si 5.4372 9.5293 4.048 -0.0003 0.0008 -0.0005
Si 8.1365 1.3876 4.127 -0.0004 0 -0.0001
Si 10.8849 4.08 4.0197 -0.0005 0.0012 0.001
Si 8.1812 6.772 4.1891 0.0008 0 0
Si 10.866 9.5352 3.9855 -0.0008 -0.0008 -0.0001
Si 4.1366 2.7769 5.4279 0.0023 0.0017 -0.0005
Si 6.7658 5.3797 5.4254 -0.0009 -0.0013 0.0002
Si 4.0877 8.1687 5.4475 0.0004 0.0017 -0.0008
Si 6.8011 0.0023 5.444 -0.0006 0.0002 -0.0009
Si 9.5134 2.7347 5.4206 0.0001 0.0017 -0.0004
Si 1.3585 5.4329 5.4444 -0.0005 0 -0.0014
Si 9.5622 8.2081 5.4336 0.0027 0.0018 -0.0007
Si 1.3234 -0.0421 5.4219 -0.0007 -0.0016 0.0003
Si 2.7624 4.1056 6.7889 0.0005 0.001 -0.0022
Si 5.4335 6.776 6.7772 -0.0003 -0.0007 -0.0025
Si 2.6884 9.4957 6.7921 0.0015 -0.0005 -0.0026
Si 5.4708 1.3999 6.7957 0.0017 0.0007 -0.0017
Si 8.1393 4.0522 6.796 0.0012 -0.0005 -0.0021
Si 0.0345 6.8444 6.7913 0.0009 0.0006 -0.0025
Si 8.1934 -1.3301 6.7977 0.001 0.0011 -0.0017
Si 10.8318 1.3206 6.7575 0 0.0009 -0.002
Si 1.3451 2.6984 8.0047 0.0003 -0.0004 0.0002
Si 4.0982 5.4519 8.2097 0.0012 0.0015 -0.0002
Si 1.3659 8.1669 8.2417 0.0007 -0.0004 0.0017
Si 4.0652 0.0198 8.048 0.0002 0.0007 0.0018
Si 6.8294 2.7073 8.2429 0 0.0001 0.0017
Si 9.5185 5.4582 8.0478 0.0005 0.0009 0.0014
Si 6.8175 8.1531 8.0594 -0.0001 -0.0006 0.0008
Si 9.5156 0.0129 8.2368 0.0015 0.0009 0.001
Si 2.6587 1.3473 9.348 0.0011 -0.0019 0
Si 5.4648 4.0921 9.6016 0.0009 0.0021 0.0019
Si 2.7336 6.7853 9.594 0.0012 -0.0001 0.0012
Si 5.4464 -1.3416 9.3438 0.0004 -0.0005 -0.0009
Si 8.1839 1.3631 9.6631 0.0022 0.0013 0.0023
Si 0.011 4.071 9.3258 -0.0001 0.0002 -0.0014
Si 8.1693 6.7914 9.3908 0.0003 0.0006 -0.0005
Si -0.0082 9.5344 9.6372 0.0013 0.0005 0.0035
Si 3.9675 2.6649 10.7509 -0.005 0.003 -0.0041
Si 6.9083 5.4985 10.8921 0.0046 0.0031 -0.006
Si 4.1633 8.227 10.7974 0.0059 0.0053 -0.0064
Si 6.7407 -0.0984 10.8788 -0.001 -0.0063 -0.0064
Si -1.2327 2.8268 10.8717 0.0052 0.0054 -0.0069
Si 1.3188 5.319 10.8033 -0.004 -0.0059 -0.0083
Si 7.6671 -1.9224 12.0936 0.0047 0.0084 0.006
Si 1.4187 0.0777 10.9082 0.0046 0.0045 -0.0053
Si 2.3104 3.6235 12.1429 0.0036 0.0033 0.0037
Si 5.9391 7.3039 12.0445 -0.0031 -0.0033 0.0006
Si 3.2077 -0.9241 12.0695 -0.0049 -0.0057 0.0044
Si 4.8141 0.8304 11.913 0.0059 0.0137 0.0446
Si -2.199 4.5703 12.1684 -0.0002 -0.0018 0.008
Si -0.3784 6.3271 12.0699 -0.0008 0.0021 0.0093
Si 9.4679 8.0649 10.8672 -0.004 -0.0023 -0.0071
Si 0.5673 1.9151 12.1432 -0.004 -0.0028 0.0008
Si -0.5766 1.408 14.1143 0.0006 -0.0237 0.1394
Si 8.1159 -0.859 14.1165 0.0096 0.0083 0.1492
Si 5.5191 -1.1475 18.5128 0.0132 -0.0362 0.2662
Si 5.9243 1.311 14.6234 -0.0059 -0.0089 0.15
Si 2.9846 3.1815 17.0327 0.0151 0.0152 0.2199
Si 2.9366 -1.7225 14.2908 -0.0003 0.0194 0.1334
Si 0.2642 7.0995 -3.8588 0.0171 -0.0074 0.2051
Si 7.6333 -0.1745 -7.3916 -0.0121 -0.0204 0.2392
Si -0.3997 0.8281 16.9459 -0.0033 -0.0017 0.1895
Si 5.9084 0.3251 21.2585 0.0081 0.0414 0.2712
Si 8.1489 3.5962 14.285 -0.016 0.0096 0.1291
Si 6.1518 3.4146 21.0951 0.007 -0.027 0.2567
Si -0.7206 0.2879 -9.0512 0.0079 -0.0448 0.2011
Si 0.7014 6.944 14.0801 -0.0194 0.0004 0.1231
Si 9.1748 7.9658 -1.6976 -0.0118 0.0122 0.1008
Si 5.2446 4.725 18.4869 0.0029 0.0027 0.27
Si 3.7828 0.3956 16.5612 0.0128 0.003 0.2113
Si 2.9125 4.6609 14.2089 0.0051 -0.0162 0.1445
Si 5.4273 3.1535 -4.6276 0.0077 -0.0075 0.1832
Si 4.3075 7.2791 19.8222 -0.0064 0.0138 0.2437
Si 5.128 6.8737 14.1741 0.017 -0.0083 0.1253
Si -0.3035 6.0698 -8.3948 -0.0146 0.014 0.2556
Si 0.9244 -2.1254 -8.8077 -0.016 0.0169 0.1895
Si 1.3152 7.7659 20.5311 0.0342 -0.0318 0.2454
Si 0.0258 4.8825 20.7193 0.0016 -0.0022 0.2697
Si 6.8006 4.9741 -4.134 -0.0144 -0.0039 0.13
Si 8.2245 -0.9708 17.0223 -0.0401 -0.0028 0.2006
Si -0.8266 6.5084 16.6359 0.0247 -0.0136 0.1929
Si 0.1737 3.822 17.8955 -0.0093 0.0258 0.2229
Si 7.2094 5.9016 16.2542 -0.0195 -0.0069 0.2172
Si 6.295 6.58 -6.386 0.0214 -0.0368 0.2171
Si 2.5566 -1.8947 -4.118 -0.015 -0.0323 0.2212
Si 7.4588 0.8531 -4.5051 0.0076 0.0306 0.2375
Si 8.9905 6.0102 -5.8608 -0.031 0.0011 0.2491
Si 2.804 -0.6285 -6.8653 0.0253 -0.0253 0.2421
Si 1.8356 1.6786 -8.3265 0.005 -0.0098 0.1955
Si 5.2704 -2.0384 -8.0515 0.0261 -0.0045 0.2189
Si 6.1527 1.9073 -9.1093 -0.0254 0.0114 0.2347
Si -0.2613 -1.8862 18.2651 0.0423 -0.0193 0.2124
Si 4.9223 4.2184 -7.4147 0.0467 0.0066 0.2545
O 8.4178 6.5144 -1.6522 -0.0104 -0.0034 -0.0604
O 3.8575 -2.4536 -1.1404 -0.0058 -0.0232 -0.0853
O 8.7453 0.4817 -1.5111 0.0035 0.0106 -0.061
O 8.043 -1.9127 -2.2884 0.0013 -0.0048 -0.0589
O -1.2054 2.895 -1.6149 -0.0139 -0.0324 -0.0834
O 2.1157 8.1238 -9.7073 0.0559 -0.012 -0.1105
O 4.3528 5.4324 14.1502 0.0011 0.0068 -0.0505
O -0.8933 6.8021 -4.8992 -0.0517 -0.0274 -0.124
O 2.2779 3.6824 -2.4013 -0.0004 -0.0037 -0.0562
O 4.4729 2.6668 -3.3983 0.0659 0.015 -0.145
O 6.4048 1.9355 -5.0405 -0.0034 -0.0132 -0.0766
O -0.3691 4.9737 16.899 -0.0197 0.0452 -0.0924
O 0.1754 -0.9375 -9.6168 -0.0048 0.0101 -0.0746
O 0.8727 6.2201 20.4421 -0.0039 0.0134 -0.0822
O 4.5659 3.5829 -5.9489 -0.0404 0.0261 -0.1866
O -1.0266 5.445 -7.0879 0.0636 0.0007 -0.1684
O 6.1904 5.2077 -7.2502 -0.0262 -0.0287 -0.096
O 0.261 1.3559 -8.3497 -0.0218 -0.0062 -0.0745
O 5.7814 7.0299 -2.1546 -0.0012 0.0034 -0.0635
O 6.9539 1.1933 -7.9067 -0.0274 0.0455 -0.1192
O 3.8418 8.106 -3.6794 -0.0256 0.0357 -0.0941
O 0.2336 0.9479 -2.6743 -0.0167 0.0075 -0.0594
O 8.2341 4.8704 -4.9633 0.0556 0.0298 -0.1181
O 4.1847 -0.9252 -7.6344 0.0213 -0.0127 -0.0903
O 2.9922 -0.9203 -5.3023 0.0055 0.0514 -0.1806
O 1.9754 -1.0309 -2.8955 0.0312 -0.0553 -0.1205
O 2.5498 1.2352 -9.7007 0.0486 -0.0158 -0.1368
O 7.8958 4.7097 15.4202 0.023 -0.0555 -0.1148
O 6.0271 -0.5443 19.9246 -0.0118 -0.0596 -0.1944
O 4.358 3.5772 17.7898 -0.0534 -0.036 -0.1078
O 6.7644 0.0925 -3.24 0.0035 0.0346 -0.1294
O 9.1333 -0.2998 -7.9525 0.0587 0.0199 -0.1085
O 8.4902 -1.6001 15.5368 -0.0032 -0.0053 -0.1511
O 8.4639 6.6708 16.9386 -0.0107 -0.0072 -0.0677
O 1.2364 5.6464 -8.4385 0.0093 -0.0118 -0.0801
O 6.8864 2.5872 14.4663 0.0164 0.0114 -0.051
O 4.988 7.231 21.3061 -0.0224 -0.0032 -0.2012
O -0.5578 6.8614 15.0913 0.0429 0.013 -0.1467
O 9.3791 1.0364 -10.2259 -0.0476 0.0627 -0.1402
O 6.2263 5.3734 17.4055 0.0699 0.0385 -0.1478
O 6.7461 -0.0604 14.4655 0.0107 -0.0139 -0.0671
O 1.7629 5.7771 14.4894 0.0019 -0.0024 -0.067
O 0.9216 5.7527 -3.2437 -0.0329 0.0443 -0.1012
O 8.8674 0.5294 16.9515 0.0058 0.0057 -0.0681
O 2.8198 7.8878 19.9612 0.0146 0.0001 -0.0854
O 8.8131 1.5647 -3.8827 -0.0453 -0.0105 -0.1053
O 6.6717 -1.0097 17.4011 0.0615 0.0093 -0.1058
O 5.0926 1.1897 16.0001 0.0407 0.0167 -0.1028
O 3.3094 6.0391 -2.0748 0.0094 0.0196 -0.0523
O 1.7882 3.8728 17.8691 0.0262 -0.0165 -0.086
O 2.7986 1.2064 -1.8778 0.0014 -0.0008 -0.0494
O 4.0933 8.0499 14.6216 0.0013 0.0004 -0.0651
O 5.1889 0.8715 -9.8824 -0.0455 -0.0132 -0.0978
O 7.7375 -0.1322 -5.7598 0.0042 -0.0385 -0.1869
O 5.9502 6.2158 -4.8398 -0.0097 0.0456 -0.152
O 9.4974 2.7436 14.6179 0.0027 0.0055 -0.0674
O 0.208 0.8851 15.4423 0.0045 0.0214 -0.1456
O 1.4816 -2.4988 14.2892 0.0098 0.0035 -0.0521
O 1.5942 -1.5183 -7.4576 -0.0443 -0.0311 -0.1217
O 0.3097 -0.4654 17.6767 -0.0062 0.0479 -0.0815
O 5.8914 1.8633 20.8266 -0.0042 0.0044 -0.0795
O 3.0826 -0.5907 15.472 -0.0239 -0.0587 -0.1308
O -0.3988 7.9367 -2.6483 0.0397 -0.0335 -0.1186
O 4.8365 1.4177 13.4523 -0.0225 -0.0073 -0.0918
O 0.048 7.5971 17.4832 -0.0193 -0.044 -0.1024
O 6.3312 6.8412 15.2744 -0.0475 0.0264 -0.1174
O 4.8063 -2.6469 -9.4799 -0.0578 -0.0166 -0.1471
O 9.0068 -1.7325 18.2242 -0.0185 0.0158 -0.0859
O -0.4261 4.2098 19.3411 0.0088 -0.0412 -0.1899
O 3.7384 5.1172 -8.0446 -0.0654 0.0062 -0.1008
O 9.2546 0.2302 13.6977 0.0035 -0.0016 -0.0584
O 2.5005 0.9374 -7.0546 -0.0289 0.0393 -0.1047
O 7.8535 7.0285 -6.4303 -0.0045 0.0193 -0.0789
O -0.218 7.6866 -8.3903 0.0123 0.0043 -0.0727
O 2.0085 3.2411 -8.1183 -0.0038 0.0114 -0.0753
O 6.175 4.1469 19.6729 -0.0331 0.0507 -0.1829
O 5.1761 8.1874 18.819 0.0258 0.0443 -0.1024
O 7.2113 2.555 -10.1316 0.068 0.0107 -0.1297
O 6.7495 -1.3901 -7.9994 -0.0152 -0.0026 -0.0713
O 5.2741 7.6803 -6.927 -0.028 0.0564 -0.1058
O 4.2147 -0.4222 17.8973 -0.0454 0.045 -0.1297
O 2.9741 3.6737 15.4937 -0.0061 0.0462 -0.1662
O 1.3936 7.9739 -4.5911 0.0045 0.014 -0.0754
O -0.2509 2.2894 17.6116 -0.0045 -0.0506 -0.0799
O 2.7713 1.5727 17.0329 0.0087 -0.0171 -0.0692
O 4.2506 5.8119 19.1646 0.0162 -0.0476 -0.1053
O 0.337 -2.1068 19.7428 -0.0605 0.044 -0.151
O -1.1247 5.5096 -9.6467 -0.0268 -0.0446 -0.1865
O 5.2334 3.0568 -8.4711 0.0242 -0.0591 -0.1183

Results
free energy: -132639.132 eV
free energy less fixed offsets of O -570.45, Si -639.56 eV per atom: -5.402 eV

The program warned: the cutoff lies below the one the program advises for these potential files; the forces do not sum to zero within the program's tolerance; empty levels may hold ghost states of the PAW files; the exchange-correlation potential is rough where the density is thin.
